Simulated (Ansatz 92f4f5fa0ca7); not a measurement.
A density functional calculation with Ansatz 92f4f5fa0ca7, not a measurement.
Periodic cell of 189 atoms, Si104O85, from a study of silicon, its oxide and their interface. The atomic structure is a simulated model.

Settings: functional PBE; potential files Ansatz PAW; basis plane waves; wave-function cutoff 700 eV; density cutoff ratio 5; exchange-correlation grid ratio 2; k mesh 2 x 2 x 1, shifted by 0.5 0.5 0.5 of a step; self-consistency stop 5e-08 eV per atom in the density residual; occupations Fermi-Dirac, 0.05 eV; spin none; net charge 0.

Cell vectors (angstrom)
a	11.6806	-0.0656	0.043
b	-0.112	11.419	-0.099
c	-4.8209	-0.5103	25.2924

Atoms and the computed forces on them: element, x, y, z (angstrom), force x, y, z (eV/angstrom)
Si	7.349	3.9099	1.2509	0.53	-0.1428	0.1561
Si	6.7478	7.3571	2.3246	-0.7048	-0.0222	-0.7487
Si	6.4673	10.6677	-0.2709	0.8749	0.8713	1.4507
Si	9.8298	4.5243	0.9918	-0.6876	0.0108	-0.5725
Si	8.9831	6.7724	1.2477	0.1808	0.2986	-0.6215
Si	-2.281	11.3055	0.5329	0.2625	0.9521	-0.4851
Si	1.8622	3.2869	2.3892	0.1978	0.9256	-0.3278
Si	2.4424	6.7121	-0.4226	-0.7966	0.5143	0.2777
Si	9.4603	7.1098	-1.0442	1.7058	-0.8596	1.0773
Si	-0.6136	3.3489	2.4536	0.0075	-0.4618	0.2181
Si	1.4813	7.0269	2.6632	-0.208	0.6495	-1.4958
Si	-1.0146	10.7558	2.4033	0.0538	-0.0449	0.1072
Si	3.4074	3.8367	-0.4466	1.2839	-0.108	1.8705
Si	-0.977	7.1496	2.7175	0.2774	0.3931	0.4317
Si	1.3522	10.7817	1.9066	-0.5479	0.2961	-0.2213
Si	6.6564	6.3268	-1.8486	0.5683	0.3551	1.6244
Si	5.0084	8.179	0.0463	-0.3166	-1.8406	0.2785
Si	7.0514	12.9731	1.3957	0.1122	0.0698	-0.2765
Si	10.4768	5.0728	3.8998	0.0582	0.3821	0.2012
Si	-1.5165	9.0849	3.9478	0.0325	-0.1687	-0.0291
Si	-1.4148	12.7539	3.5446	-0.2025	0.0615	0.1159
Si	2.3911	5.2087	3.6755	-0.3082	-0.6572	0.6666
Si	2.2283	9.1149	3.454	0.082	-0.223	0.1481
Si	2.2011	12.6785	3.2723	-0.0274	-0.875	0.2984
Si	6.5857	5.2275	3.2128	-0.2338	-0.3498	0.3152
Si	6.3848	9.3696	3.6388	-0.0029	0.4173	0.1844
Si	6.4142	11.9201	3.473	-0.2287	-0.128	0.0789
Si	8.3318	5.0143	4.779	-0.1491	0.3789	0.2378
Si	8.1041	9.023	5.2047	0.542	0.2222	-0.145
Si	8.2162	12.5001	4.9064	0.2242	0.1207	-0.2343
Si	0.6147	5.2466	5.2755	0.1848	-0.275	-0.3307
Si	0.505	9.1045	5.1278	-0.1119	0.1636	0.0503
Si	0.4453	12.74	4.948	0.0248	-0.1252	-0.0392
Si	4.5325	5.1933	4.646	0.4495	-0.0545	-0.2193
Si	4.2984	9.0745	4.7973	-0.1073	0.1944	0.1369
Si	4.3672	1.1868	4.6686	0.283	-0.2805	-0.6538
Si	8.3534	3.1264	6.1191	-0.2511	-0.2895	0.424
Si	8.2344	6.9351	6.2104	-0.5981	-0.33	-0.1036
Si	8.0803	10.893	6.6804	-0.3646	-0.2339	0.0141
Si	0.5839	3.2323	6.349	0.1994	0.2633	0.354
Si	0.538	7.1969	6.5001	-0.6256	0.2831	0.3532
Si	0.2678	10.957	6.5229	0.3529	-0.2311	0.2335
Si	4.5142	3.1857	5.8698	-0.4402	0.1395	0.7562
Si	4.421	7.0811	6.1141	0.138	0.4022	0.4905
Si	4.1303	11.0062	6.2976	-0.0483	-0.3568	0.2651
Si	10.2475	3.2145	7.5851	-0.008	-0.7039	-0.2189
Si	10.0127	6.9822	7.6555	0.6027	0.0705	-0.3096
Si	9.9961	10.6279	7.9965	0.0119	0.1306	-0.4153
Si	2.6371	3.3862	7.4613	0.2111	-0.08	-0.6559
Si	2.5607	7.2016	7.6557	0.5364	0.8015	-0.8489
Si	2.2289	11.0503	7.8616	0.0471	0.4993	-0.4789
Si	6.362	3.0531	7.3419	0.2354	-0.0305	-0.4872
Si	6.3391	7.0389	7.681	-0.0507	0.0487	-1.1808
Si	5.9087	10.9895	7.9509	0.0257	0.1475	-0.3416
Si	10.1338	5.0675	8.947	-0.3572	0.302	0.004
Si	9.3809	8.6881	9.1195	-0.2009	-0.717	-0.0318
Si	10.2661	13.2731	9.4179	-0.0934	-0.0842	-0.4667
Si	2.6085	5.3028	8.8334	-0.3674	-0.8644	0.9149
Si	2.7108	9.0967	9.0474	-1.1071	-0.7565	0.9512
Si	2.5016	1.7567	9.0777	-0.0821	0.0937	0.2861
Si	4.5162	4.7365	10.1248	0.3879	0.4411	-0.8419
Si	4.9012	9.6994	9.7768	0.407	-0.114	0.3614
Si	6.392	1.6106	9.181	-0.204	0.0831	0.2406
Si	6.3913	4.9396	8.5848	-0.7433	-0.3088	0.2967
Si	6.6427	6.3657	11.2026	0.5164	-0.6701	0.0931
Si	8.33	2.3048	10.518	-0.3751	0.2073	-0.4636
Si	0.4961	5.1278	10.0243	0.6383	-0.6139	-0.5122
Si	11.8982	7.997	11.0002	0.2024	-0.4177	-0.5099
Si	0.6825	2.7161	10.4591	0.5463	0.3513	-0.0426
Si	8.1166	4.6737	10.162	-0.238	0.2752	0.5141
Si	6.832	8.1738	9.6783	0.1052	0.6424	0.1818
Si	4.4135	2.4077	10.2908	0.1841	-0.9434	0.164
Si	2.5121	12.2339	14.6491	0.5891	-1.5308	0.2037
Si	9.0714	8.3688	15.8127	-0.2124	0.4845	0.808
Si	8.9209	12.8688	15.9261	0.5768	-0.0975	1.5931
Si	3.4479	8.4139	17.9962	-1.632	-0.2662	-2.0798
Si	3.7511	12.5897	17.2527	-0.5918	-1.7414	-0.2405
Si	11.0842	6.2256	15.9979	-0.4335	0.4281	-1.5677
Si	-0.9834	11.9922	18.1146	-0.2309	-2.1977	-1.1727
Si	9.3056	4.0001	14.8512	0.6946	1.3909	0.2997
Si	0.5269	5.6345	18.6	0.1095	0.483	-1.4816
Si	1.598	10.627	17.0583	-1.3527	0.8275	-0.8515
Si	8.9785	1.4844	22.7261	0.7493	-0.3202	-0.5066
Si	10.8561	7.854	13.7271	0.3586	0.4281	-0.4323
Si	0.9522	1.3982	12.3802	0.6669	-0.4396	-0.8868
Si	7.303	3.5615	21.1936	0.1369	0.0082	-0.4858
Si	9.6893	1.5948	13.1635	-1.0688	0.6674	0.9373
Si	3.399	5.6566	18.8126	0.6009	-0.5868	-0.4988
Si	5.4822	8.9704	22.5995	0.438	0.3608	1.2639
Si	-0.3215	2.0006	20.9443	-0.7264	0.4673	-1.0915
Si	8.149	6.5989	13.8703	-0.0027	0.5953	-1.6825
Si	1.5682	9.2961	22.0315	0.7569	-0.6055	0.9786
Si	5.2587	10.4835	18.3124	1.6527	1.0118	1.3403
Si	4.7048	3.2911	19.5069	-1.508	1.0973	1.8376
Si	8.1358	10.7697	17.7501	-0.5701	-1.3991	-1.4421
Si	6.5719	5.2307	23.8448	-1.3524	0.3263	-1.1503
Si	1.6221	3.6806	24.3663	-0.6831	0.0559	0.832
Si	2.7329	2.3769	21.7546	0.7527	0.659	-0.1034
Si	3.6805	10.9902	21.1391	-0.1363	1.1059	-1.3202
Si	10.0604	4.718	20.4867	-0.7895	-1.1483	-1.9366
Si	7.411	-0.8674	24.2744	-0.2816	1.1904	2.1383
Si	0.1326	6.8978	21.1777	0.5275	0.3983	-1.3464
Si	3.8116	7.6867	20.8463	-1.796	1.6335	-1.0085
Si	3.5319	11.6114	12.0237	1.7275	0.4068	-0.1681
O	6.1225	7.6779	-1.022	0.501	-0.5424	-0.7475
O	5.2747	7.245	1.3781	0.8137	0.2956	0.3378
O	8.6496	12.7156	0.9093	0.1539	-0.6512	0.2482
O	6.1171	12.1787	0.2501	0.1508	-0.0047	0.0501
O	2.865	3.4592	1.054	-0.0247	-0.2398	-0.0235
O	8.3315	6.3625	-1.9177	-1.8687	-0.2021	-0.8251
O	1.8037	6.7947	1.0375	-0.2582	0.1124	0.6477
O	8.0854	10.3773	0.0597	-0.8773	-0.5155	-0.1285
O	3.3661	5.4213	-0.6149	0.4202	0.4647	-0.3833
O	5.3601	9.686	0.4327	0.2743	0.9062	0.4304
O	10.303	11.6001	9.2946	0.1358	0.5529	0.209
O	10.4848	8.431	10.3198	0.1398	0.0768	0.3341
O	1.5284	8.7154	10.278	1.2	0.6866	-1.1509
O	8.2558	0.2587	23.4925	0.3107	0.3451	-0.3833
O	1.3616	10.0341	23.4822	-0.0363	-0.4961	-2.4699
O	8.308	-1.2572	25.6249	0.213	-0.2088	0.2554
O	3.6611	6.2303	20.3128	-0.1255	-1.5217	0.0816
O	7.9714	2.1613	21.6441	0.3392	-0.703	0.4459
O	3.5105	3.4035	20.7318	0.7134	-0.216	-0.6998
O	2.1102	10.4618	21.0515	0.272	0.2999	-0.2479
O	-1.0607	11.63	-0.5871	-0.0496	-0.26	-0.016
O	-1.2712	1.0879	21.8728	-1.5507	-0.3147	1.3082
O	1.1395	6.5929	-1.4338	1.2337	0.425	0.4105
O	3.4945	7.9629	-0.5371	0.0221	0.4913	-0.3508
O	7.1179	-1.9734	23.1582	-0.8386	-1.4284	-1.2236
O	4.6577	4.636	18.6108	-0.5515	0.918	-0.2098
O	1.6792	11.0816	15.4728	-0.0687	-0.072	-0.1743
O	10.1036	8.9289	14.7202	1.0384	1.1821	-1.1063
O	8.5217	9.4629	16.8044	-0.3891	1.0988	0.9244
O	8.4381	4.4291	20.3975	1.0655	0.5902	-0.1749
O	7.8454	7.6436	15.0717	-1.1422	-0.4688	-0.7074
O	11.7919	8.4541	12.5291	-0.4963	0.5191	1.5722
O	7.8353	12.0092	16.7292	-0.7875	-0.2288	0.4579
O	8.6458	3.0078	15.9257	-0.781	0.092	0.2686
O	-0.9158	3.5145	21.134	0.2632	-0.1899	0.5445
O	5.0946	5.7351	11.3386	0.0737	0.1278	0.1086
O	9.0998	12.2486	14.4807	0.4559	-0.1614	-2.9104
O	4.4764	10.4927	11.224	-0.3638	0.3062	-0.036
O	8.4685	1.6289	12.033	0.4954	-0.3892	1.0686
O	0.4225	6.4296	11.0166	-0.0501	0.1171	0.4216
O	0.6148	6.9182	19.5654	-0.4098	0.9767	2.0034
O	4.2177	2.2227	18.4611	0.0322	-0.4867	-0.2223
O	9.8514	7.175	16.5582	1.1515	-1.2393	0.6899
O	1.4919	13.1195	13.7564	-0.3184	0.6636	0.0049
O	10.5618	4.7579	15.551	-0.3532	0.0628	0.1092
O	2.0677	0.2454	11.7514	-1.7945	0.0214	-0.0775
O	8.2012	5.0592	14.3271	-0.375	-0.3248	0.2636
O	9.9433	3.1972	13.6139	0.233	-1.7265	-1.2298
O	4.5746	10.2737	22.2441	0.598	-0.6611	1.0015
O	10.3078	12.7621	16.8053	0.2642	0.0274	0.2443
O	-0.6273	0.9577	12.5978	0.1308	-0.389	0.1004
O	2.1597	9.1329	17.1962	1.2436	-1.1279	0.6801
O	6.8685	10.3934	18.6565	-1.0009	0.1494	0.1557
O	0.0779	10.7819	17.6357	-0.5352	0.5782	0.4172
O	9.6107	6.976	13.1378	-0.8369	-0.4931	0.0624
O	6.9858	6.7695	12.7375	0.2555	0.2659	0.7056
O	9.3432	11.1046	18.718	1.9016	0.9285	0.4481
O	4.9327	8.1434	23.9107	0.1825	1.5502	-0.7814
O	3.2599	8.5956	19.5487	0.0954	-0.2021	2.5749
O	6.166	3.1465	20.1158	0.3136	-0.3852	0.0655
O	0.5199	6.0886	17.0381	0.7758	-0.007	1.2575
O	2.7969	8.1342	22.0485	-0.8143	0.5982	-0.0239
O	5.0508	11.5693	17.1234	-0.9717	0.7637	0.0934
O	10.3212	6.1219	21.2289	0.5351	1.0653	0.7683
O	4.1735	13.1111	11.6944	-0.0096	-0.2231	0.1943
O	3.7322	1.1013	21.7571	-0.3376	-0.1795	0.0673
O	4.5123	10.9246	19.728	0.1673	-0.0792	-0.6691
O	3.6101	11.4754	13.6463	-0.3738	0.1351	0.5261
O	2.4402	11.7348	17.8669	1.5899	0.9577	0.2083
O	1.2208	2.028	21.2949	1.0117	-0.1804	0.3928
O	1.9546	4.9153	18.7376	0.7259	-1.0367	0.195
O	0.2044	8.4819	21.6545	-0.2711	-0.6001	-0.1366
O	6.1485	4.1518	24.9957	-0.3065	-0.8921	0.8723
O	3.4764	6.8272	17.6772	0.0163	-0.2578	-0.1175
O	-0.8163	4.834	18.9469	-1.4158	-0.5098	1.075
O	-0.3759	1.5234	19.3724	0.3771	0.7321	1.0836
O	0.1219	6.9854	14.6084	-0.249	-0.4186	1.0963
O	5.3139	8.0081	21.2918	1.444	-0.0743	0.1558
O	4.8745	9.0744	17.6566	-0.1598	-0.5706	-0.456
O	1.1466	5.8944	22.004	-0.9903	0.3644	-1.4325
O	3.3214	13.0964	15.7707	0.2581	0.7226	0.0003
O	2.6379	2.9808	23.2818	0.0274	-0.6594	-0.5252
O	9.2944	2.5743	23.8896	-1.3058	-1.0679	-1.8552
O	6.6708	4.3733	22.4156	-0.3415	0.465	0.7402
O	4.9539	3.4197	-0.7776	0.3493	0.1807	-0.1726

Results
free energy: -114458.089 eV
free energy less fixed offsets of O -569.03, Si -635.61 eV per atom: 12.901 eV
pressure: 1.29 GPa
stress xx, yy, zz, yz, xz, xy (GPa, positive in tension): 1.81, -3.83, -1.86, 0.19, -2.21, -0.87

The program warned: the cutoff lies below the one the program advises for these potential files.
